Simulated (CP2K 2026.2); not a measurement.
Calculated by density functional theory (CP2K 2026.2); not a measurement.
Periodic cell of 507 atoms, Si360O147, from a study of silicon, its oxide and their interface. The atomic structure is a simulated model.
Doubt: the forces sum to 3.84 eV/angstrom along one axis rather than to zero, so they err by at least 0.0076 eV/angstrom per atom on average; the grid cutoff is modest.

Settings
functional: PBE
method: Gaussian and plane waves
basis set: DZVP-MOLOPT-SR-GTH
pseudopotentials: GTH-PBE
grid cutoff: 300 Ry, relative cutoff 40 Ry
k points: Gamma only
occupations: fixed
spin: none
net charge: 0

Cell vectors (angstrom)
a 16.32 0 0
b 0 16.32 0
c 7.8878 -7.2406 33.8685

Atoms and the computed forces on them: element, x, y, z (angstrom), force x, y, z (eV/angstrom)
Si 1.904 0.655 -0.176 0.025 0.072 0.225
Si 2.435 3.643 0.509 -0.365 0.375 0.055
Si -4.88 -5.998 -1.743 0.069 -0.069 -0.174
Si 0.839 5.291 0.766 0.034 -0.095 0.047
Si 0.052 -5.495 2.768 0.056 -0.041 0.068
Si 1.178 -3.89 1.494 0.189 0.002 0.543
Si 5.01 4.451 -0.923 0.17 -0.436 -0.172
Si -10.439 2.736 -2.083 -0.318 0.388 0.348
Si -9.172 5.415 0.928 0.001 0.076 0.56
Si -8.061 -6.957 1.032 -0.243 0.015 0.021
Si -9.677 -5.125 0.96 0.516 -0.396 -0.109
Si -6.408 -3.436 -2.176 0.031 0.139 -0.167
Si -5.726 3.535 -3.415 -0.006 0.025 0.063
Si -2.982 2.746 0.244 0.154 -0.047 0.733
Si -6.111 3.301 -0.414 -0.255 0.295 0.208
Si -4.427 7.225 1.372 -0.155 0.145 0.35
Si -5.656 -6.96 1.09 -0.135 -0.045 0.598
Si -1.428 -2.569 0.4 -0.038 -0.049 0.111
Si 0.732 0.173 2.51 0.156 -0.459 0.262
Si 2.675 2.629 3.192 0.206 0.145 0.596
Si -0.155 5.141 2.857 0.325 0.377 0.167
Si 3.077 8.532 2.798 0.095 0.154 0.448
Si -1.129 -6.904 1.316 -0.202 0.074 0.543
Si 2.795 -2.716 2.735 -0.4 -0.363 0.235
Si 6.082 0.611 2.809 0.206 0.253 0.539
Si -8.495 2.546 2.838 0.011 -0.052 -0.041
Si -10.129 6.149 2.924 -0.031 0.027 0.021
Si -8.574 7.999 2.986 0.039 0.035 0.039
Si 4.797 10.23 2.906 -0.186 -0.117 0.592
Si -8.465 -2.921 2.722 0.369 0.062 0.704
Si -5.128 -0.471 2.133 0.012 -0.402 0.53
Si -2.607 3.032 2.606 -0.405 -0.349 0.004
Si -5.644 5.542 2.61 -0.015 -0.07 0.1
Si -2.706 8.206 2.668 0.037 0.001 0.024
Si -5.002 -5.247 2.729 -0.033 0.043 -0.037
Si -3.197 -3.531 2.729 -0.176 -0.109 0.519
Si -1.598 1.361 3.937 -0.205 0.324 0.361
Si 1.337 4.114 4.343 -0.026 0.033 -0.001
Si -1.341 6.824 4.015 0.014 -0.033 0.036
Si 1.394 9.495 4.128 0.056 0.001 -0.004
Si -1.384 -4.207 4.083 0.004 0.052 0.001
Si 1.49 -1.366 4.093 -0.029 0.027 -0.046
Si 4.316 1.398 4.223 0.087 0.001 -0.052
Si 6.861 4.219 4.183 0.006 0.061 0.02
Si 4.168 6.845 4.021 -0.011 -0.04 -0.064
Si 6.598 9.509 4.275 -0.026 0.138 0.056
Si 4.041 12.15 4.063 0.104 -0.049 0.001
Si -9.492 -1.295 4.087 -0.004 0.06 -0.027
Si -6.853 1.426 4.035 -0.328 0.212 0.462
Si -4.197 4.187 3.93 -0.006 -0.025 -0.027
Si -6.824 6.899 4.12 0.011 0.04 -0.021
Si -3.965 -6.783 4.162 -0.01 0.031 -0.006
Si -6.782 -4.146 3.917 -0.038 0.016 -0.004
Si -4.131 -1.663 3.895 0.004 -0.011 -0.058
Si -2.85 -0.116 5.265 0.052 -0.009 0.012
Si -0.103 2.616 5.439 -0.084 -0.026 -0.078
Si -2.767 5.465 5.348 0.058 -0.042 0.027
Si 0.015 8.129 5.435 -0.024 0.017 0
Si -2.643 -5.493 5.568 0 0.02 0.011
Si -0.05 -2.681 5.34 0.013 -0.037 0.01
Si 2.844 -0.011 5.469 -0.016 -0.013 0.024
Si 5.513 2.862 5.571 -0.039 0.006 0.029
Si 2.799 5.505 5.479 0.086 -0.002 -0.012
Si 5.35 8.126 5.626 0.007 -0.083 -0.006
Si 2.657 10.918 5.513 0.012 -0.022 -0.03
Si 5.423 -2.723 5.381 -0.053 0.023 0.001
Si -8.068 -0.033 5.46 0.101 -0.005 -0.028
Si -5.451 2.767 5.362 0.008 -0.023 0.004
Si -8.055 5.47 5.548 0.013 -0.014 -0.05
Si -5.413 8.211 5.441 0.004 -0.051 0.029
Si -8.187 -5.418 5.375 0.029 -0.006 -0.022
Si -5.512 -2.804 5.394 -0.056 -0.02 -0.004
Si -1.415 -1.344 6.707 -0.033 -0.011 0.019
Si 1.364 1.324 6.766 0.023 0.022 -0.002
Si -1.436 4.054 6.744 0.02 0.05 -0.038
Si 1.385 6.822 6.817 0.022 0.001 0.008
Si -1.298 9.469 6.873 0.025 -0.01 -0.008
Si 1.289 12.3 6.798 -0.042 0.009 -0.016
Si 4.112 -1.404 6.828 -0.011 0.002 0.014
Si 6.878 1.381 6.807 0.021 0.031 -0.074
Si 4.076 4.12 6.892 -0.008 0.041 -0.006
Si 6.8 6.768 6.876 -0.011 0.014 0.008
Si 4.006 9.55 6.891 -0.011 0.02 0.022
Si 6.815 -4.041 6.761 0.022 -0.018 -0.025
Si -6.77 -1.406 6.822 0 -0.001 -0.005
Si -4.115 1.323 6.685 -0.011 0.032 -0.012
Si -6.74 4.066 6.855 0.043 0.033 0.009
Si -4.073 6.808 6.784 -0.011 0.008 0.014
Si -6.828 -6.777 6.769 0.002 0.017 0.027
Si -4.094 -4.102 6.787 -0.031 0.023 -0.004
Si -0.018 -0.028 8.108 0.012 0.003 0.001
Si 2.687 2.71 8.157 -0.02 -0.004 -0.012
Si -0.021 5.411 8.102 0.027 -0.022 -0.013
Si 2.675 8.182 8.235 -0.008 0.005 0.009
Si 0.006 10.9 8.192 0.007 -0.018 0.008
Si 2.7 -2.716 8.168 0.02 -0.02 -0.003
Si 5.478 0.002 8.141 -0.018 0.005 -0.015
Si 8.204 2.71 8.202 -0.003 0.024 -0.001
Si 5.448 5.436 8.25 0.011 -0.002 0.005
Si 8.164 -8.148 8.17 0.004 0.026 -0.017
Si 5.451 -5.409 8.15 0.016 0.003 -0.016
Si 8.158 -2.724 8.17 -0.009 -0.008 0.013
Si -5.423 -0.007 8.135 0.005 0.017 -0.007
Si -2.764 2.682 8.103 0.004 -0.016 -0.024
Si -5.4 5.448 8.183 0.019 -0.026 0.005
Si -2.713 8.135 8.18 -0.014 -0.023 -0.01
Si -5.455 -5.448 8.155 -0.023 -0.013 -0.01
Si -2.733 -2.712 8.118 0.022 -0.015 0.018
Si -1.348 1.386 14.944 0.004 0.012 -0.009
Si 1.345 4.108 14.983 -0.008 0.014 -0.003
Si -1.345 6.819 14.966 0.006 -0.001 -0.005
Si 1.386 9.533 14.981 0.002 -0.015 0.002
Si -1.337 -4.044 14.955 -0.014 0.016 -0.014
Si 1.385 -1.347 14.97 0 -0.016 0
Si 4.048 1.348 14.96 0.003 0 -0.006
Si 6.754 4.045 14.927 0.012 -0.002 -0.008
Si 4.059 6.804 14.986 0 -0.003 0.004
Si 6.754 -6.832 14.958 0.007 0.011 -0.004
Si 4.085 -4.067 15.002 -0.012 -0.009 0
Si 6.792 -1.401 14.965 -0.001 0.005 0.002
Si -6.808 1.313 14.95 0.01 -0.003 0
Si -4.068 4.067 14.942 0.011 -0.006 0.01
Si -6.826 6.78 14.891 -0.019 0.019 -0.008
Si -4.051 9.541 14.947 -0.01 -0.022 -0.012
Si -6.807 -4.099 14.964 0.013 -0.012 0.006
Si -4.061 -1.348 14.959 0.003 -0.012 -0.004
Si -2.707 0.05 16.304 0.007 0.006 0.002
Si -0.013 2.743 16.334 0 -0.003 -0.01
Si -2.708 5.44 16.298 -0.015 0.02 -0.004
Si 0.024 8.18 16.338 -0.005 -0.003 -0.008
Si -2.687 -5.396 16.314 0.015 -0.022 0.004
Si 0.043 -2.706 16.33 -0.006 -0.004 -0.008
Si 2.721 0.001 16.366 -0.003 0.028 0.008
Si 5.396 2.7 16.317 -0.006 0.004 -0.003
Si 2.689 5.471 16.366 -0.006 -0.007 0.001
Si 5.399 8.156 16.375 0.004 -0.009 0.015
Si 2.738 10.888 16.371 -0.003 0.01 -0.009
Si 5.448 -2.723 16.384 0.04 0.001 0.015
Si -8.159 -0.068 16.322 -0.004 0.001 -0.003
Si -5.429 2.678 16.275 0.006 -0.001 -0.003
Si -8.205 5.424 16.235 0.016 0.019 0.007
Si -5.453 8.143 16.21 0.027 0.018 -0.017
Si -8.198 -5.483 16.285 -0.017 -0.019 0.001
Si -5.406 -2.742 16.295 0.007 0.021 0.009
Si -1.288 -1.267 17.621 0.035 0.028 0.023
Si 1.37 1.416 17.695 -0.015 -0.029 -0.018
Si -1.384 4.089 17.705 -0.004 0.008 -0.005
Si 1.333 6.833 17.767 0.005 0.026 0.005
Si -1.288 -6.719 17.668 0.024 0.029 0.03
Si 1.385 -4.065 17.731 -0.008 0.01 -0.016
Si 4.081 -1.351 17.756 -0.015 -0.012 0.025
Si -9.583 1.273 17.63 0.011 0.021 -0.003
Si 4.05 4.087 17.69 0.022 -0.019 0.002
Si -9.534 6.743 17.659 -0.018 0.015 0.005
Si 4.054 9.528 17.786 0.001 -0.01 0.024
Si -9.521 -4.155 17.705 -0.024 -0.03 0.014
Si -6.768 -1.434 17.676 -0.015 0.006 -0.001
Si -4.074 1.373 17.705 -0.014 -0.01 0.033
Si -6.841 4.046 17.534 -0.018 -0.013 -0.024
Si -4.113 6.812 17.58 0.005 0.008 0.025
Si -6.807 9.463 17.57 0.007 -0.053 -0.011
Si -4.047 -4.059 17.694 -0.022 -0.006 0.019
Si 0.007 0.104 19.062 -0.004 0.002 -0.023
Si 2.71 2.752 19.089 -0.032 0.05 0.011
Si -0.035 5.432 19.093 0.035 -0.016 -0.007
Si 2.637 8.226 19.188 -0.037 0.042 0.022
Si 0.061 -5.395 19.149 -0.026 -0.058 0.01
Si 2.724 -2.719 19.12 -0.02 0.049 0.001
Si 5.437 -0.002 19.144 0.032 0.1 0.073
Si -8.208 2.678 18.856 0.044 -0.014 0.007
Si 5.413 5.415 19.054 0.041 -0.007 0.018
Si -8.096 8.066 18.951 -0.017 0.01 -0.034
Si 5.456 10.858 19.164 -0.034 -0.02 0.031
Si -8.06 -2.885 19.024 0.063 0.002 0.004
Si -5.431 -0.042 19.027 0.023 0.032 0.028
Si -2.78 2.796 19.102 0.005 0.005 -0.027
Si -5.496 5.395 18.866 -0.042 -0.005 -0.033
Si -2.748 -8.078 18.858 -0.009 0.013 -0.052
Si -5.481 -5.507 18.925 0.015 0.014 -0.014
Si -2.624 -2.603 18.951 0.023 0 -0.021
Si -1.378 1.465 20.436 0.028 -0.018 -0.015
Si 1.37 4.114 20.493 0.015 0.04 0.033
Si -1.551 6.826 20.232 -0.071 -0.032 0.015
Si 1.289 -6.744 20.706 0.003 -0.045 -0.01
Si -1.298 -3.913 20.371 0.044 0.04 -0.003
Si 1.397 -1.242 20.409 -0.006 0.013 -0.029
Si 4.077 1.473 20.519 0.044 -0.025 -0.025
Si -9.519 3.946 20.295 -0.113 -0.037 -0.052
Si 4.104 6.853 20.416 -0.069 -0.033 0.024
Si -9.351 9.415 20.342 -0.011 0.043 -0.013
Si 4.045 -4.084 20.55 0.024 -0.029 0.041
Si 6.867 -1.556 20.294 -0.026 -0.014 0.041
Si -6.887 1.357 20.235 -0.067 -0.044 -0.03
Si -4.262 4.15 20.394 0.121 0.009 0.031
Si -6.767 6.677 20.319 0.049 -0.004 0.083
Si -4.084 -6.78 20.267 -0.014 -0.031 -0.033
Si -6.714 -4.251 20.465 -0.055 0.026 0.019
Si -3.981 -1.335 20.382 -0.051 0.004 0.009
Si -2.778 0.143 21.801 -0.021 -0.011 0.024
Si -0.002 2.767 21.866 0.319 -0.288 -0.267
Si -3.374 6.026 21.544 -0.284 0.199 -0.602
Si -0.529 8.278 21.717 0.473 -0.202 -0.235
Si -3.143 -4.903 21.391 0.024 0.01 0.035
Si -0.056 -2.444 21.811 -0.433 0.163 -0.348
Si 2.84 0.003 21.864 -0.014 -0.039 0.051
Si 5.606 2.689 21.905 0.158 0.027 0.098
Si 2.74 5.546 21.804 0.061 -0.115 -0.825
Si 5.651 8.066 21.705 0.012 0.015 -0.023
Si 2.876 -5.471 22.132 -0.113 -0.016 -0.002
Si 5.608 -2.839 21.814 -0.014 -0.011 -0.03
Si -8.143 -0.123 21.539 -0.305 0.307 -0.259
Si -5.658 2.717 21.676 -0.023 -0.001 -0.022
Si -8.131 5.199 21.644 0.102 0.036 -0.047
Si -5.113 -8.501 21.556 -0.047 0.012 0.075
Si -7.925 -5.791 21.866 0.099 0.006 -0.024
Si -4.846 -3.219 21.495 -0.095 0.003 0.018
Si -0.003 -4.738 25.103 0.495 0.099 -0.367
Si 1.193 1.143 23.147 0.168 0.257 -0.728
Si -1.63 4.814 23.772 0.032 -0.039 -0.117
Si -2.315 -5.991 23.246 -0.155 0.479 -0.408
Si -10.78 -6.023 27.391 -0.003 -0.137 -0.019
Si 1.893 -4.013 23.838 -0.184 -0.636 0.034
Si 4.715 -0.995 23.054 0.006 -0.052 0.015
Si -9.856 0.731 22.9 -0.081 -0.01 -0.028
Si 5.187 4.561 23.447 0.777 -0.087 -0.395
Si -9.565 6.407 22.992 -0.045 -0.057 0.139
Si 4.88 9.877 22.958 0.005 0.042 0.092
Si 6.621 -4.702 23.036 -0.184 -0.187 -0.546
Si -6.063 -0.3 23.737 0.411 0.299 -0.268
Si -4.432 1.292 23.006 -0.209 -0.435 -0.351
Si -7.258 3.576 23.195 -0.15 0.028 -0.022
Si 0.404 7.051 23.374 -0.396 0.193 -0.407
Si -6.533 -7.414 23.192 0.066 -0.039 -0.026
Si -4.89 -3.082 23.794 -0.015 0.156 -0.572
Si -9.561 0.225 -5.502 -0.015 -0.127 0.011
Si 3.729 2.792 -4.072 -0.018 0.032 0.01
Si -8.031 -4.249 -4.726 0.017 0.057 -0.075
Si 3.919 0.28 27.193 0.039 -0.105 -0.073
Si -5.163 -5.995 24.535 -0.316 -0.343 -0.461
Si 1.283 4.405 -3.243 -0.041 0.078 0.039
Si -8.288 2.372 -3.832 0.056 -0.035 0.039
Si -6.559 4.983 24.978 -0.322 0.177 -0.444
Si 1.014 8.149 -5.428 0.092 -0.113 0.095
Si 1.706 2.185 26.078 0.042 -0.097 -0.018
Si 2.16 5.057 26.96 0.064 -0.043 0.084
Si -6.652 -8.059 -3.174 -0.018 0.073 0.104
Si -8.325 -7.183 -5.664 0.022 0.081 0.061
Si -4.541 -6.578 27.5 0.159 0.116 0.111
Si -8.737 8.023 -0.729 0.179 0.362 0.472
Si -1.144 -2.79 -2.647 0.226 -0.415 -0.238
Si -8.135 1.096 -1.248 -0.082 0.079 -0.126
Si -2.308 -2.668 25.368 -0.091 0.022 -0.02
Si -9.819 2.102 27.093 -0.099 -0.036 -0.08
Si 2.125 7.398 -2.597 -0.062 -0.175 0.053
Si -9.54 -3.636 26.004 -0.094 -0.01 -0.034
Si -3.025 -0.15 -0.083 0.009 -0.043 -0.084
Si 5.186 4.837 26.632 0.031 0.088 -0.174
Si 1.389 -1.176 -2.354 0.007 -0.124 -0.061
Si -4.585 1.017 -4.461 -0.09 0.022 -0.108
Si 1.893 7.889 25.707 -0.003 0.613 0.556
Si 4.205 5.089 -6.005 -0.066 -0.031 0.082
Si 3.48 -6.501 -5.933 -0.106 -0.014 -0.018
Si 4.733 -7.417 25.056 0.619 -0.083 -0.344
Si -0.713 4.728 -0.869 0.499 0.029 0.486
Si -8.302 1.646 24.357 -0.173 0.174 -0.651
Si 5.338 -3.265 -1.184 -0.142 -0.032 0.12
Si -4.539 6.2 -3.838 -0.034 0.119 -0.081
Si 5.387 7.826 -5.029 -0.021 -0.138 -0.029
Si 1.057 -6.878 27.19 0.367 -0.51 -0.349
Si -3.807 3.543 25.225 -0.141 0.065 -0.14
Si 0.02 -4.699 -3.267 -0.325 0.461 0.204
Si -7.345 -2.131 27.686 0.084 -0.065 0.075
Si -2.001 -6.37 -1.614 0.099 0.006 0.126
Si 4.471 -0.85 0.692 -0.061 -0.013 0.018
Si 4.154 -2.034 25.094 0.189 0.269 -0.574
Si 3.033 -1.841 -4.863 0.057 -0.047 0.123
Si -2.777 6.9 -1.394 -0.056 -0.014 0.137
Si 5.167 7.373 -2.189 -0.15 0.021 0.112
Si -10.363 -2.375 -4.115 -0.007 0.072 -0.035
Si -7.25 4.175 1.439 -0.081 -0.079 0.159
Si -7.341 -1.555 0.162 0.157 0.136 0.152
Si 1.31 7.533 0.39 0.221 -0.519 0.141
Si -3.974 -1.563 -2.738 0.072 0.044 0.202
Si 2.293 -3.872 -1.31 0.006 0.009 -0.037
Si -9.907 7.758 26.325 -0.551 0.173 -0.498
Si 1.564 -4.312 -5.786 0.011 -0.033 -0.156
Si -7.729 -9.188 24.409 0.191 -0.192 -0.392
Si -1.225 -0.902 23.196 -0.218 -0.282 -0.738
Si -1.368 1.355 9.468 0.015 0.022 0.006
Si 1.333 4.079 9.502 -0.003 -0.008 0.015
Si -1.347 6.772 9.512 -0.005 0.021 -0.004
Si 1.343 9.55 9.576 0.011 0.013 0.008
Si -1.383 -4.065 9.513 -0.014 -0.004 -0.001
Si 1.34 -1.357 9.514 -0.035 -0.008 0.003
Si 4.08 1.348 9.495 -0.002 0.028 -0.004
Si 6.811 4.05 9.559 0.003 0.003 0.01
Si 4.065 6.815 9.557 0.011 0.02 0.006
Si 6.798 -6.783 9.518 0.011 -0.016 0
Si 4.077 -4.073 9.52 -0.02 -0.01 -0.001
Si 6.806 -1.357 9.527 0.055 -0.003 -0.009
Si -6.775 1.331 9.532 0.006 0.004 0.011
Si -4.069 4.052 9.518 -0.006 0.023 0.006
Si -6.792 6.802 9.525 -0.01 -0.024 -0.007
Si -4.086 -6.807 9.517 0 0.007 -0.003
Si -6.803 -4.089 9.522 -0.012 0.015 0.004
Si -4.063 -1.354 9.502 -0.001 0.016 0.006
Si -2.705 0.004 10.861 0.003 -0.011 -0.004
Si -0.017 2.712 10.855 -0.012 0.009 0.004
Si -2.708 5.422 10.872 0.038 -0.038 0.003
Si -0.016 8.158 10.889 0 0.011 -0.002
Si -2.73 -5.434 10.877 0.001 0.006 0.01
Si -0.005 -2.72 10.88 0.009 -0.008 0.007
Si 2.714 0.003 10.869 0 -0.003 0.008
Si 5.424 2.697 10.892 0.022 -0.011 0.008
Si 2.695 5.435 10.879 -0.023 0.002 -0.013
Si 5.434 -8.14 10.888 -0.009 0.007 0.006
Si 2.73 -5.424 10.904 0.005 -0.03 0.008
Si 5.435 -2.714 10.881 -0.009 0.022 -0.004
Si -8.152 -0.014 10.889 -0.008 0.007 0.008
Si -5.433 2.704 10.883 -0.008 -0.002 0.003
Si -8.155 5.433 10.888 0 0 0.009
Si -5.44 8.158 10.89 0.006 -0.006 0
Si -8.162 -5.44 10.886 0.018 0.007 -0.007
Si -5.434 -2.717 10.861 -0.011 -0.006 -0.005
Si -1.349 -1.346 12.234 0.005 0.003 -0.002
Si 1.352 1.368 12.227 -0.011 0.012 0.004
Si -1.35 4.08 12.233 -0.003 0.006 0.006
Si 1.356 6.808 12.246 0.007 -0.002 -0.003
Si -1.361 9.53 12.242 -0.007 -0.016 0.001
Si 1.363 -4.068 12.254 0.005 0.002 0
Si 4.075 -1.358 12.239 -0.003 -0.015 -0.005
Si 6.791 1.334 12.245 -0.001 -0.014 -0.002
Si 4.052 4.071 12.239 -0.003 0.004 -0.006
Si 6.78 -9.529 12.23 0.006 0.004 -0.007
Si 4.079 -6.789 12.258 0.001 0.015 0.003
Si 6.792 -4.086 12.241 0.002 -0.015 0.004
Si -6.796 -1.38 12.237 0.012 0.004 0.003
Si -4.069 1.349 12.233 0.01 0.02 0.009
Si -6.802 4.057 12.239 0.008 -0.01 -0.003
Si -4.068 6.792 12.233 -0.002 -0.002 -0.003
Si -6.805 9.52 12.244 -0.013 -0.003 0.006
Si -4.081 -4.068 12.238 0.001 0.01 0.003
Si 0.013 0.005 13.604 -0.002 -0.006 0.003
Si 2.692 2.725 13.612 -0.011 -0.008 0.008
Si -0.001 5.45 13.601 0.004 -0.005 -0.005
Si 2.72 8.165 13.609 0.006 0.011 -0.004
Si 0.011 10.884 13.613 0.009 0 -0.005
Si 2.733 -2.714 13.616 0.005 0.015 0.006
Si 5.432 -0.016 13.618 0.007 0.008 0
Si 8.151 2.693 13.597 -0.01 0.007 0.008
Si 5.405 5.439 13.596 -0.005 -0.005 0.001
Si 8.128 -8.162 13.578 -0.003 -0.02 -0.005
Si 5.426 -5.429 13.619 -0.001 -0.012 -0.001
Si 8.161 -2.74 13.597 -0.009 0.002 -0.005
Si -5.433 -0.019 13.586 -0.008 0 -0.002
Si -2.71 2.722 13.579 0.012 0.005 -0.004
Si -5.433 5.419 13.577 -0.003 -0.009 0
Si -2.71 8.164 13.596 0.005 0.014 -0.008
Si -5.436 -5.437 13.595 0.001 0.006 0.003
Si -2.707 -2.701 13.59 0.01 0.004 -0.006
O -3.849 -0.94 -1.238 -0.172 0.067 0.016
O 1.529 1.562 2.738 -0.102 0.197 -0.084
O -0.043 -8.035 0.87 -0.197 -0.174 0.184
O -1.324 4.056 2.495 -0.034 0.029 0.019
O 1.795 -4.498 0.1 0.184 -0.423 -0.033
O 3.752 -1.683 1.876 0.147 0.131 0.325
O -10.691 0.084 1.327 0.33 0.023 -0.349
O -8.697 6.468 -0.231 0.427 -0.059 -0.331
O 1.351 0.256 -1.632 -0.449 0.395 -0.223
O 5.252 -5.89 1.327 -0.447 -0.359 -0.41
O -7.111 -2.615 -1.004 -0.434 0.079 0.093
O -9.257 3.368 -3.012 0.133 0.59 -0.016
O -5.843 0.813 -5.472 0.036 0.091 -0.04
O -5.869 6.861 -3.214 -0.197 -0.282 0.154
O -2.7 -3.193 1.19 -0.384 -0.072 -0.338
O -0.842 0.462 2.763 -0.325 -0.224 -0.182
O -5.977 0.736 2.8 0.197 0.545 -0.185
O -1.835 -7.332 22.447 -0.239 -0.317 0.068
O -2.837 5.586 23.022 -0.112 0.185 0.496
O 1.119 -3.019 22.809 0.177 0.158 -0.037
O -6.968 -0.853 22.478 0.044 -0.293 -0.091
O 4.526 -6.167 26.123 -0.293 0.344 -0.279
O -5.486 -1.681 24.423 0.145 -0.014 0.221
O -3.859 0.087 1.289 0.026 0.396 0.001
O -1.647 -6.13 -0.038 -0.058 0.295 -0.015
O -10.005 -7.462 27.554 0.361 0.111 0.448
O 4.745 2.06 -3.035 -0.129 -0.519 -0.006
O -9.77 -4.798 27.11 0.593 0.035 0.272
O 1.888 -2.298 -1.287 -0.008 0.348 0.653
O -9.148 1.706 -5.005 -0.136 0.344 -0.163
O -6.245 1.654 27.605 -0.037 -0.187 -0.368
O -0.407 -7.417 -5.572 -0.052 0.129 0.175
O -7.804 1.152 -2.846 0.148 -0.44 -0.09
O -4.928 4.729 25.06 0.24 0.301 -0.139
O -9.656 -8.065 -5.908 0.071 -0.192 -0.535
O -0.789 -5.954 -2.605 0.049 -0.565 -0.393
O -10.027 -0.793 -4.324 0.044 0.149 0.331
O -8.363 7.778 25.804 0.343 0.309 0.355
O -8.101 -0.339 -0.557 -0.452 -0.042 0.308
O 3.451 4.243 -0.583 -0.079 0.119 -0.379
O -7.046 3.262 -4.322 -0.114 0.421 -0.654
O -7.172 4.645 26.485 -0.318 0.075 -0.001
O -1.969 3.786 -0.477 -0.112 0.141 -0.11
O 3.666 4.83 22.937 -0.368 -0.287 0.152
O -0.055 -2.837 1.196 -0.061 0.371 0.091
O 0.554 -5.565 26.375 -0.119 0.427 0.119
O -6.94 1.906 -0.523 0.257 -0.133 0.111
O -2.612 -2.328 -3.167 -0.223 -0.013 -0.389
O -7.749 -8.104 -1.998 0.247 0.155 0.015
O 4.422 -7.21 -4.844 -0.157 0.236 0.367
O 1.847 -2.785 -5.389 -0.414 0.287 -0.129
O -5.247 -2.55 -2.862 0.011 -0.083 -0.489
O -1.357 6.179 -1.173 0.112 0.172 -0.1
O -1.315 -3.21 -1.073 -0.311 -0.496 -0.125
O -10.371 7.365 -3.597 0.662 0.079 -0.181
O 3.611 -0.946 26.175 -0.326 -0.041 0.187
O 3.904 -3.996 -1.456 0.116 -0.321 -0.109
O 2.577 8.116 1.263 0.092 0.006 -0.252
O -3.14 -2.516 26.734 0.334 -0.328 0.156
O 0.683 4.474 -4.747 -0.359 -0.294 -0.242
O -7.603 -0.549 27.791 -0.139 0.149 -0.197
O 4.428 -2.624 -4.602 0.12 -0.667 -0.144
O 3.307 3.311 1.842 0.688 0.318 -0.149
O -3.766 6.793 -0.102 -0.043 0.02 0.089
O 3.402 7.97 25.129 -0.012 -0.507 -0.446
O -1.823 -1.288 24.675 0.092 0.45 0.268
O -3.251 1.544 -5.199 0.205 0.459 0.316
O -9.213 -4.303 24.562 0.238 -0.159 0.116
O 1.704 6.364 26.169 -0.278 -0.173 0.056
O 1.012 -0.121 0.937 -0.136 -0.326 -0.395
O -9.97 -4.275 -0.399 0.319 0.046 -0.177
O 1.972 3.768 26.023 0.138 0.287 -0.697
O -1.681 -0.984 0.235 0.493 0.405 0.172
O 1.742 6.44 22.709 0.062 0.231 0.044
O 3.741 5.122 27.319 0.042 0.213 0.539
O -8.282 -2.166 1.297 -0.401 0.049 -0.297
O 0.843 8.142 24.497 -0.311 0.419 -0.124
O -3.885 2.331 24.16 0.173 0.027 0.179
O -2.32 4.192 25.103 0.348 -0.103 0.556
O 2.913 -5.105 -5.386 0.33 0.303 0.179
O 3.454 1.75 -5.261 -0.281 -0.004 0.075
O -0.463 5.875 24.105 0.178 0.235 0.597
O -2.393 -7.914 -1.787 -0.116 -0.098 -0.434
O -4.922 2.132 -3.346 0.034 0.009 0.473
O 2.029 5.8 -2.86 0.475 -0.112 -0.222
O -3.593 -6.311 24.196 -0.005 -0.435 0.292
O -3.342 -3.313 24.292 0.483 -0.09 -0.117
O 1.42 8.126 -3.856 -0.096 0.331 0.09
O -10.349 4.432 0.376 0.028 -0.176 0.044
O 5.363 0.959 26.911 0.107 -0.251 -0.085
O -8.643 -5.718 -5.035 -0.229 0.042 -0.04
O -10.279 -2.829 -2.569 0.277 0.096 0.261
O 1.433 7.822 -1.202 -0.159 0.333 -0.154
O -0.321 -7.613 27.699 -0.06 -0.65 0.009
O 5.114 5.875 -1.641 0.227 -0.032 -0.043
O -4.548 3.081 -0.035 -0.03 0.149 0.31
O 3.01 -3.158 24.714 0.017 -0.12 0.21
O -7.339 -7.897 -4.613 0.369 -0.331 -0.062
O -6.124 3.984 -1.905 -0.266 0.415 0.026
O -2.62 1.346 -0.511 0.307 -0.047 -0.495
O -7.087 0.566 24.689 0.031 -0.025 0.468
O -10.285 -8.011 -1.189 -0.225 0.524 0.306
O -1.012 3.639 22.847 -0.437 -0.143 0.05
O -5.736 -4.687 -1.443 -0.184 0.094 0.463
O 1.493 -4.59 -2.524 0.277 -0.356 -0.257
O 5.076 4.391 25.069 -0.091 -0.244 0.119
O -6.696 -4.081 -5.622 0.189 0.169 0.318
O 3.272 -0.763 -6.009 -0.18 -0.236 -0.457
O -0.107 -1.542 -2.852 -0.243 0.294 -0.445
O -10.457 3.567 27.382 -0.208 0.132 0.366
O -5.646 -4.446 24.27 -0.68 -0.08 0.196
O -9.467 -4.142 2.256 -0.078 0.095 0.34
O 2.813 1.432 26.977 -0.006 0.176 0.391
O -3.423 6.207 -2.689 -0.035 -0.42 -0.312
O 0.091 4.145 -2.176 -0.066 -0.272 -0.13
O -4.247 -0.384 -3.781 0.174 0.106 -0.417
O -8.286 -2.747 26.522 0.117 0.026 -0.279
O -5.245 -6.15 26.132 -0.427 0.269 0.175
O -4.028 2.843 26.651 0.109 -0.485 -0.018
O -0.988 -5.573 24.098 0.084 -0.289 0.022
O 2.484 -1.114 -3.534 0.197 0.26 0.094
O -5.762 -2.37 27.371 -0.082 -0.371 -0.443
O 4.406 4.14 -4.7 0.519 0.307 0.227
O -2.927 -6.754 27.369 0.061 -0.003 -0.508
O 1.79 2.261 -0.055 -0.297 0.103 -0.403
O 3.658 7.872 -2.426 0.18 0.376 -0.18
O -4.909 -6.832 -0.371 0.449 -0.049 0.097
O 5.103 -1.907 -0.341 -0.018 0.023 -0.352
O 1.797 1.669 24.561 0.518 -0.111 0.068
O -5.574 -6.861 -2.927 0.164 0.176 -0.374
O -3.348 -5.569 -2.057 -0.039 0.611 -0.431
O -4.035 6.975 -5.158 0.458 0.293 0.23
O -5.984 -1.191 0.955 0.217 -0.248 -0.225
O 2.382 3.21 -3.271 0.01 -0.245 0.448
O -7.503 -3.998 -3.216 -0.2 -0.174 0.16
O 0.006 0.103 23.552 0.006 0.104 0.491
O -9.263 -3.217 -4.965 0.047 0.172 -0.463
O 0.261 1.966 26.755 -0.515 0.102 -0.392
O -9.658 1.672 -1.108 -0.45 -0.116 0.714
O 5.434 -2.75 25.81 0.073 0.142 0.302
O 3.44 0.159 -0.033 0.29 0.405 0.012
O -8.921 2.194 25.747 0.057 0.37 0.006
O -4.865 4.658 -4.178 0.225 -0.095 -0.308
O -10.277 6.22 26.773 0.21 -0.038 0.16
O 0.346 -4.855 -4.86 -0.545 -0.171 -0.38
O 4.478 6.642 -5.652 -0.209 0.289 -0.267
O -0.985 -3.55 25.65 -0.047 0.003 0.376

Results
total energy: -102960.832 eV
total energy less fixed offsets of O -438.25, Si -107.07 eV per atom: 7.118 eV
